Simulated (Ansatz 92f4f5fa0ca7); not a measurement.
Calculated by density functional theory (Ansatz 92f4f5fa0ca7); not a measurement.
Periodic cell of 300 atoms, Si194O106, from a study of silicon, its oxide and their interface. The atomic structure is a simulated model.
Doubt: the cutoff is far below the 930 eV that the study's wrapper takes by default for these files, so forces and energies are approximate.
This geometry differs little from another in the collection (a relaxation step or a small displacement).

Settings: functional PBE; potential files Ansatz PAW; basis plane waves; wave-function cutoff 580 eV; density cutoff ratio 5; exchange-correlation grid ratio 1; k mesh 1 x 1 x 1, Gamma-centred; self-consistency stop 5e-08 eV per atom in the density residual; occupations fixed; spin none; net charge 0.

Cell vectors (angstrom)
a  11.6015  0  0
b  0  10.938  0
c  0  0  42.3058

Atoms and the computed forces on them: element, x, y, z (angstrom), force x, y, z (eV/angstrom)
Si  0  0  0.9665  -0.0125  -0.03  -0.0173
Si  3.8672  0  0.9665  -0.0022  0.0744  -0.0094
Si  7.7343  0  0.9665  0.014  0.0232  -0.0035
Si  1.9336  1.3673  0.9665  -0.0141  -0.0498  0.0076
Si  5.8008  1.3673  0.9665  0.0063  -0.1124  0.0038
Si  9.6679  1.3673  0.9665  0.0005  0.0012  -0.0072
Si  0  5.469  0.9665  -0.0021  -0.0036  0.0137
Si  3.8672  5.469  0.9665  -0.0041  0.0594  0.0139
Si  7.7343  5.469  0.9665  0.0056  0.0072  -0.0053
Si  1.9336  6.8362  0.9665  -0.0158  -0.0367  0.0073
Si  5.8008  6.8362  0.9665  0.017  -0.0757  0.0015
Si  9.6679  6.8362  0.9665  0.0019  -0.0006  -0.0104
Si  1.9336  2.7345  41.3387  -0.0029  0.0495  0.0001
Si  5.8008  2.7345  41.3387  -0.0163  0.1303  -0.0297
Si  9.6679  2.7345  41.3387  0.0054  0.003  -0.0027
Si  0  4.1018  41.3387  -0.0113  0.0397  0.0521
Si  3.8672  4.1018  41.3387  -0.0072  -0.0401  -0.0023
Si  7.7343  4.1018  41.3387  0.0011  -0.0219  -0.0183
Si  1.9336  8.2035  41.3387  0.009  0.0523  -0.0142
Si  5.8008  8.2035  41.3387  0.0017  0.0623  0.0019
Si  9.6679  8.2035  41.3387  0.0113  -0.0177  0.0258
Si  0  9.5708  41.3387  0.0053  0.0173  0.0131
Si  3.8672  9.5708  41.3387  0.0106  -0.1093  -0.0374
Si  7.7343  9.5708  41.3387  0.0072  -0.0132  0.0097
Si  0  0  4.8337  0.0381  0.1509  -0.4276
Si  3.8672  0  4.8337  0.1137  0.0458  -0.0519
Si  7.7343  0  4.8337  -0.0943  0.0391  0.1404
Si  1.9336  1.3673  4.8337  0.0342  0.0236  0.1693
Si  5.8008  1.3673  4.8337  -0.1461  -0.0231  0.2965
Si  9.6679  1.3673  4.8337  0.0776  0.047  -0.1685
Si  0  5.469  4.8337  0.0136  0.1194  -0.1197
Si  3.8672  5.469  4.8337  0.075  -0.1049  0.246
Si  7.7343  5.469  4.8337  -0.2413  -0.0741  -0.1416
Si  1.9336  6.8362  4.8337  0.0388  -0.23  -0.2124
Si  5.8008  6.8362  4.8337  -0.061  0.0186  0.3193
Si  9.6679  6.8362  4.8337  -0.0114  -0.1017  -0.1346
Si  1.9336  2.7345  2.9001  0.0173  0.0596  0.0128
Si  5.8008  2.7345  2.9001  0.0082  0.1486  0.0381
Si  9.6679  2.7345  2.9001  -0.0039  -0.0513  -0.0519
Si  0  4.1018  2.9001  -0.016  -0.0193  0.0134
Si  3.8672  4.1018  2.9001  0  -0.0909  0.0367
Si  7.7343  4.1018  2.9001  -0.0043  0.032  -0.0468
Si  1.9336  8.2035  2.9001  0.025  0.0317  -0.0232
Si  5.8008  8.2035  2.9001  -0.028  0.1213  0.0557
Si  9.6679  8.2035  2.9001  -0.0357  -0.0292  -0.034
Si  0  9.5708  2.9001  0.0075  0.066  -0.0379
Si  3.8672  9.5708  2.9001  -0.0283  -0.0728  0.0042
Si  7.7343  9.5708  2.9001  0.0126  -0.0259  -0.0106
Si  -0.1259  -0.2418  31.8675  0.005  0.0084  0.0088
Si  1.2909  1.6278  31.6277  0.0117  -0.0151  0.0144
Si  6.0189  2.0644  31.1007  -0.0105  0.0067  -0.0113
Si  3.3134  0.7527  30.8782  0.0203  -0.0043  -0.0062
Si  9.2265  0.387  32.254  -0.0103  0.0083  -0.023
Si  8.0573  0.1899  30.2159  0.0109  0.0105  0.0418
Si  -0.1937  5.4148  32.0726  0.003  0.0143  -0.0064
Si  1.2873  6.2365  29.057  -0.0032  0.002  -0.0015
Si  9.6536  6.9976  31.7874  0.0027  0.0021  0.0234
Si  2.0181  6.2594  31.9907  -0.0045  0.0571  0.0786
Si  6.2589  6.1209  29.0291  0.0123  -0.0054  0.0048
Si  7.5021  6.0128  31.858  -0.0016  -0.0114  0.0571
Si  1.7506  2.7029  33.686  0.0149  -0.0094  -0.0043
Si  7.6498  4.2372  33.5287  -0.0251  0.0311  -0.0212
Si  9.3929  2.542  33.5524  0.0285  0.0021  0.0018
Si  -0.254  3.9175  33.8286  -0.0144  -0.0154  -0.0154
Si  3.6629  4.1263  33.6001  0.0179  -0.0247  0.0152
Si  5.7376  2.8956  33.3668  -0.0019  -0.0072  0.0087
Si  0.2316  9.4082  33.7508  0.0102  0.0074  0.0052
Si  8.0685  9.7574  33.696  -0.003  -0.0073  0.0128
Si  9.8242  8.2056  33.7984  -0.0145  -0.018  -0.0056
Si  2.1738  8.0724  33.5473  -0.0023  -0.0102  -0.0221
Si  4.0265  9.586  33.3468  0.0037  -0.0253  0.017
Si  6.1072  8.351  33.5072  0.0032  0.0161  -0.0011
Si  -0.0013  -0.0258  35.5736  0.0203  0.0013  -0.0092
Si  3.9113  -0.0348  35.3911  0.014  0.0092  0.0045
Si  7.6995  0.0536  35.6355  0.0164  -0.0029  -0.0009
Si  1.9422  1.2936  35.5495  -0.0176  -0.0112  -0.0038
Si  5.7794  1.4408  35.3729  -0.0107  -0.006  -0.009
Si  9.6322  1.3614  35.595  -0.0276  -0.0053  0.0004
Si  -0.0251  5.4097  35.636  -0.0299  0.014  0.0138
Si  3.9212  5.4622  35.5445  -0.0041  0.0095  0.011
Si  7.7105  5.4935  35.5429  0.0174  -0.0032  -0.0135
Si  1.969  6.7675  35.5319  0.0288  0.0151  0.0044
Si  5.8288  6.9475  35.4909  -0.0262  0.0018  0.0055
Si  9.6739  6.7826  35.6385  0.0057  -0.0086  -0.0134
Si  1.9892  2.7118  37.4597  0.0025  0.0036  0.0037
Si  5.813  2.7121  37.4185  0.0011  0.0012  0.0038
Si  9.6865  2.758  37.4888  0.0027  0.0044  0.0039
Si  0.0477  4.0634  37.5339  0.0072  -0.0051  0.0028
Si  3.913  4.0959  37.4767  0.0056  0.0019  0.0049
Si  7.7287  4.101  37.4606  0.0024  0.0004  0.0133
Si  1.9251  8.1919  37.4445  -0.0013  -0.0058  0.0063
Si  5.7704  8.2091  37.4838  -0.0002  0.0025  0.0012
Si  9.6363  8.2198  37.4986  0.0043  0.0064  0.0102
Si  -0.0158  9.5537  37.4919  -0.0049  -0.0062  0.0107
Si  3.8579  9.5883  37.4114  -0.0029  -0.0032  0.0017
Si  7.687  9.5682  37.5049  -0.0018  0.0008  -0.012
Si  0  0  39.4052  0.0062  0.0233  0.0322
Si  3.8672  0  39.4052  -0.0573  -0.0099  -0.2409
Si  7.7343  0  39.4052  -0.0491  0.0828  0.2139
Si  1.9336  1.3673  39.4052  0.1107  -0.0628  0.0171
Si  5.8008  1.3673  39.4052  0.0452  -0.0926  -0.2696
Si  9.6679  1.3673  39.4052  -0.0305  -0.0271  0.0052
Si  0  5.469  39.4052  0.1018  0.0377  0.2294
Si  3.8672  5.469  39.4052  0.0407  0.0046  0.045
Si  7.7343  5.469  39.4052  -0.0182  -0.0086  -0.0576
Si  1.9336  6.8362  39.4052  0.031  0.0191  -0.0861
Si  5.8008  6.8362  39.4052  -0.0827  -0.0827  0.0439
Si  9.6679  6.8362  39.4052  -0.0809  -0.0331  0.0838
Si  1.9281  2.7661  6.7768  -0.0127  0.0045  -0.0064
Si  5.7314  2.6215  6.8911  0.0011  0.0035  -0.0039
Si  9.6469  2.7983  6.7072  -0.0126  -0.0008  -0.0016
Si  0.0292  4.1465  6.7727  0.0098  -0.0177  0.0025
Si  3.8654  4.1206  6.8397  0.0088  0.0043  -0.002
Si  7.664  4.0552  6.7265  0.0052  -0.0054  -0.0019
Si  1.973  8.1991  6.7221  -0.0074  -0.0051  0.0022
Si  5.7863  8.1711  6.8498  -0.0032  0.0005  0.001
Si  9.6694  8.2426  6.7067  0.0059  0.0094  -0.0011
Si  0.0341  9.5257  6.6676  0.0111  0.0075  0.0029
Si  3.8612  9.5885  6.7757  0.0037  0.0019  -0.0029
Si  7.7017  9.5566  6.7693  0.0077  -0.0008  -0.0061
Si  -0.1174  0.0203  8.4809  0.0036  -0.0078  -0.0092
Si  3.5423  -0.1286  8.796  0.0075  -0.0039  0.0008
Si  7.674  -0.1104  8.7599  -0.0052  0.0014  -0.0001
Si  1.7593  1.4428  8.7322  -0.0193  -0.0046  0.0005
Si  5.6478  1.163  8.908  -0.0006  -0.0042  0.0006
Si  9.5633  1.3327  8.5242  0.011  0.0034  -0.0008
Si  0.1107  5.5784  8.6679  0.03  0.0096  0.0041
Si  3.8654  5.5153  8.8199  -0.0023  -0.0019  0.0101
Si  7.818  5.466  8.5835  0.0377  -0.0026  0.0292
Si  2.0323  7.0597  8.7798  -0.0119  -0.0083  -0.0097
Si  5.8529  6.7937  8.8524  -0.0073  0.0086  0.0052
Si  9.7421  6.8329  8.561  -0.0449  -0.018  0.0059
Si  1.819  2.8106  10.761  0.0248  0.0295  -0.0116
Si  5.8734  2.8022  10.6438  -0.0072  -0.0064  0.0158
Si  9.8727  2.5596  10.4739  -0.0173  0.005  0.0027
Si  -0.0848  4.2927  10.6413  0.0009  -0.005  -0.0069
Si  3.8377  4.0477  10.7307  -0.0135  -0.0179  -0.0223
Si  7.9031  3.981  10.3737  0.0204  0.0248  -0.0125
Si  2.2969  9.1315  10.1649  -0.0088  0.0018  -0.0017
Si  5.9817  7.9808  10.9505  0.0002  -0.0153  -0.0021
Si  9.867  7.957  10.5923  -0.0211  0.0113  -0.0004
Si  -0.0667  9.7249  10.4507  0.0152  -0.0042  0.0009
Si  3.8516  8.6333  11.8672  0  -0.0104  0.0013
Si  7.8891  9.3876  10.6756  0.0253  -0.0027  0.0082
Si  1.6742  -2.1649  16.4374  0.0055  -0.0026  -0.0022
Si  3.1728  -0.7095  14.3594  0.0005  -0.0032  0.0131
Si  8.3779  -1.8094  14.2713  -0.0036  0.0017  0.0179
Si  0.7998  0.9744  13.1279  -0.0021  -0.0067  -0.0018
Si  6.653  2.4313  12.8424  0.0104  -0.005  -0.0108
Si  10.5553  0.5362  11.7939  0.0175  0.0063  0.0121
Si  -1.2004  5.9832  12.0746  -0.0243  -0.0091  -0.0031
Si  3.7605  5.9615  13.3044  0.0109  -0.0093  -0.0028
Si  8.1567  5.0102  12.4654  0.0121  0.0113  -0.0132
Si  -0.67  7.4011  14.6641  -0.0015  0.0088  0.0099
Si  6.6523  6.7928  12.9381  -0.0042  0.0007  -0.0115
Si  8.456  10.6966  12.5504  -0.012  -0.0055  -0.008
O  -1.682  8.5879  14.2386  0.0043  -0.003  -0.0009
O  6.4633  11.7747  15.7315  -0.0015  -0.0037  0.0035
O  7.6797  3.6459  13.3562  -0.0015  -0.0029  0.0028
O  -0.8553  3.6874  15.792  0.0062  0.0036  0.0047
O  12.1532  8.0643  15.4964  -0.0042  -0.0039  -0.0064
O  7.3208  7.916  13.9489  0.0115  0.0067  -0.0026
O  7.4557  11.9535  12.902  -0.0061  0.0106  -0.0026
O  6.064  -1.0792  17.5319  -0.0016  0.001  -0.001
O  -0.2201  6.5856  13.306  0.0108  0.0001  0.0006
O  -1.4899  6.3209  15.583  0.0073  -0.0107  0.0091
O  8.055  -1.2801  15.785  -0.002  0.0031  -0.0047
O  12.0081  12.7356  17.1334  0.0012  -0.0004  0.0018
O  6.8964  -5.4089  30.4012  -0.0138  0.0081  -0.0279
O  3.0587  10.9797  29.4147  -0.0009  0.0047  -0.0013
O  0.4141  4.845  29.0192  0.0003  0.0005  0.0022
O  2.2328  6.2556  27.7525  0.0108  0.0023  -0.0116
O  0.328  7.5205  28.9542  0.0023  -0.0016  0.0018
O  8.7457  1.2768  29.1949  0.0044  -0.0263  -0.026
O  0.6209  2.64  30.478  -0.0179  0.0235  -0.006
O  6.4958  7.7115  29.0921  -0.0041  -0.004  0.0077
O  -11.4735  -1.1715  30.4972  0.0067  -0.0186  -0.0195
O  3.2475  -5.7202  32.3983  -0.0057  0.0055  -0.024
O  9.7994  7.9562  30.4202  0.0017  0.007  -0.0104
O  4.6591  5.8339  28.8811  -0.0041  0.0021  0.0076
Si  1.4642  7.4348  19.3774  -0.0022  -0.0079  -0.0064
Si  10.5809  13.56  20.5473  -0.0018  -0.0027  0.0006
Si  -0.274  4.0044  30.2654  -0.013  -0.0272  -0.0049
Si  2.9894  11.4214  27.8481  -0.0042  -0.0028  0.0151
Si  -0.3018  9.4106  24.4144  0.0003  0.002  0.0054
Si  -0.9414  5.3023  19.4174  0.0109  0.0078  -0.0016
Si  17.196  8.6329  21.3229  0.0063  -0.0037  0.0003
Si  1.2081  8.9753  21.9282  0.0063  0.0011  0.0072
Si  7.2363  4.129  26.9388  0.0095  -0.0018  -0.0079
Si  4.6595  9.0279  26.4832  -0.0026  0.0099  -0.0011
Si  8.4832  2.8736  29.2917  -0.0173  0.0304  0.0128
Si  -0.6175  8.6814  29.5402  -0.0105  0.0266  -0.0015
Si  4.4519  14.0016  26.7797  0.0022  -0.0056  -0.0033
Si  3.3366  6.9501  21.6746  0.0077  -0.0007  0.0063
Si  2.2091  15.8257  15.8701  0.0087  0.0039  0.0028
Si  5.7478  14.7479  20.0574  -0.0046  -0.0037  0.0012
Si  7.7267  10.3274  20.9465  0.0029  -0.0013  -0.0006
Si  7.3966  12.1737  23.4703  -0.0011  -0.0002  0.0044
Si  4.9281  10.4008  23.7777  0.0016  0.0054  0.0027
Si  6.9271  4.2368  23.7911  -0.0024  0.0041  0.0035
Si  0.935  11.7763  25.7249  0.0029  0.0005  0.008
Si  -1.9173  9.1652  26.8348  0.0053  0.0054  0.0025
Si  9.3714  0.3112  18.7764  -0.001  0.0018  -0.0009
Si  5.1056  12.5532  15.292  -0.0011  0.0077  -0.0022
Si  3.8108  6.0522  27.4875  -0.0004  -0.0019  -0.0077
Si  4.2381  14.6307  17.5905  0.0049  -0.0086  -0.0024
Si  4.1863  4.486  22.6758  -0.0004  0.0023  0.0025
Si  7.191  -0.2464  16.6833  0.0069  -0.0047  -0.008
Si  -0.7674  5.1684  16.4735  -0.0089  0.0035  -0.0002
Si  3.8748  12.6129  19.6095  0.0044  -0.0023  -0.001
Si  0.377  13.5455  15.7268  -0.0051  -0.0058  0
Si  3.3148  12.9367  24.2067  -0.0008  0.0008  0.0016
Si  -4.3968  8.8276  28.1737  0.0098  0.0085  -0.0049
Si  12.062  0.3153  17.7922  0.0014  0.0005  -0.0007
Si  9.7093  11.5424  25.1512  -0.0005  0.0021  0.0059
Si  8.5365  15.4653  21.3314  -0.0006  0.0016  0.0027
Si  5.4528  10.1963  18.9983  0.0023  0.0003  -0.0002
Si  12.9417  11.773  20.8191  0.0078  0.002  0.0095
O  -1.5382  5.1819  17.9038  0.0049  0.002  -0.0015
O  14.4086  12.4738  20.8235  -0.0018  -0.0012  -0.0031
O  6.5661  10.9088  19.9577  0.0008  0.0001  0.0019
O  1.3727  10.5824  21.9149  -0.0008  0.0011  -0.0047
O  5.0508  8.8261  19.7804  -0.0018  0.0001  -0.0006
O  5.3117  13.1741  20.1528  0.0018  0.0119  0.0014
O  1.8736  7.9769  17.874  -0.0013  -0.0047  0.0107
O  9.0915  10.6111  26.3389  0.0007  -0.003  0.0003
O  5.3862  13.2972  13.8749  -0.0061  -0.0099  0.007
O  4.1633  11.1811  18.8701  -0.0016  0.0024  0.0024
O  12.7059  11.3173  19.2765  0.0004  -0.0013  -0.0006
O  8.154  11.4898  17.7281  0.0004  0.0004  0.0007
O  3.0614  5.6688  22.6408  -0.0013  0.0012  -0.0014
O  0.8483  5.5298  16.5226  0.003  -0.005  -0.003
O  -0.5962  12.3604  25.7191  0.0028  0.0001  -0.0035
O  12.5564  10.271  25.0445  -0.0011  0.0029  -0.0031
O  5.4245  15.2546  18.532  0.0017  -0.0017  0.0029
O  4.3156  7.4357  26.7416  -0.0002  0.0021  0.0016
O  0.2436  6.3805  19.3157  0.0012  -0.004  0.0071
O  4.7929  4.5174  21.1612  0.0061  -0.0056  -0.0022
O  -3.7589  -1.0972  29.2634  -0.0088  -0.0297  -0.0178
O  9.4837  3.2111  21.6053  0.0018  -0.0008  -0.001
O  5.405  4.8346  23.7233  0.0059  -0.0002  -0.0017
O  3.594  10.1527  27.0096  0.0091  -0.0064  -0.0048
O  -0.9887  8.5195  25.6286  -0.0005  -0.0003  0.0019
O  7.4783  4.3263  25.3314  0.0006  0.0009  0.0092
O  8.4701  3.4611  27.7632  0.0005  0.0163  -0.0117
O  -1.86  3.6228  30.0167  0.0186  0.0075  0.0175
O  3.705  12.9011  27.7256  0.0009  0.0033  0.0022
O  4.8132  13.7082  16.3884  0.0016  -0.0005  0.0032
O  1.82  14.286  15.4868  0.0026  0.0025  -0.0018
O  2.5939  8.2359  22.3429  -0.0034  0.0015  -0.0028
O  6.0034  14.0464  27.2409  -0.0015  -0.0008  0.0014
O  4.9655  7.206  21.7469  -0.0013  -0.0005  0.0002
O  9.8091  1.7473  19.4068  0.0007  -0.0015  0.0013
O  3.3856  3.1176  23.0331  0.001  -0.0024  -0.002
O  5.0012  9.8114  22.2726  0.0007  0.0029  0.0042
O  2.2366  6.4728  30.3739  0.0034  -0.0098  -0.0432
O  10.5812  -0.3441  17.9158  0.0036  0.0027  0.0025
O  7.2338  8.8171  21.4138  0.0012  0.0032  0.0018
O  4.7404  9.2019  24.8607  -0.0005  -0.0027  0.0063
O  4.4349  13.3915  25.2843  0.0013  0.0061  0.0032
O  0.846  8.5791  20.3841  0.0009  -0.0021  -0.0003
O  1.4745  11.6431  27.2626  0.0041  0.0017  -0.0029
O  8.5812  12.5113  24.5392  0.0056  -0.0007  -0.001
O  2.764  6.7727  20.1384  -0.0051  0.0031  -0.003
O  10.5084  -1.471  28.2037  0.0046  -0.0015  0.0032
O  3.3737  15.8692  17.0029  0.0008  -0.0001  0.0017
O  11.7267  12.7263  21.3302  -0.0023  -0.0009  -0.0021
O  3.2782  13.6775  18.5214  0.0004  0.0022  0.0009
O  7.3111  4.0926  20.3446  -0.0012  -0.0007  0.0022
O  6.7848  13.6535  23.1656  0.0027  0.0023  -0.0021
O  7.0604  2.9878  30.1679  0.0172  0.0027  -0.0048
O  3.9056  4.6137  26.6893  0.0012  0.0054  0.0032
O  -3.1913  8.224  27.23  -0.0005  -0.0031  0.0011
O  7.9545  5.0427  22.7764  0.0013  -0.0023  -0.0001
O  9.0623  10.2219  20.0194  0.0002  0.0014  0.0013
O  -1.4133  10.5243  23.9483  0.0008  0.0034  -0.0024
O  3.6846  0.5009  23.7185  0.003  -0.0001  -0.0013
O  0.1275  8.5559  23.0967  0.0006  0  0
O  1.8313  12.8482  24.8736  0.0007  -0.0004  -0.0013
O  11.3315  3.8717  19.8195  0.0019  0.0048  -0.0018
O  9.4642  5.6245  20.5113  0.0033  -0.0004  -0.0016
O  7.9526  11.4075  22.1402  0.0006  0.0027  -0.0002
O  3.8737  0.5593  15.1152  -0.0008  -0.0035  -0.0066
O  13.3352  -0.2589  13.7006  0.0047  -0.0011  -0.0054
O  4.4265  1.9744  30.6674  -0.0018  0.0007  0.0122
O  14.3807  5.6628  14.566  -0.0087  -0.0003  -0.0016
O  6.5465  0.5343  30.792  -0.0011  -0.0042  0.0035
O  6.4001  -3.7895  32.381  0.0125  -0.0164  -0.019
O  2.9784  8.9952  15.4515  -0.0024  -0.0025  -0.0018
O  3.7264  -6.1993  12.2376  0.0004  0.0154  0.0191
O  15.4131  -11.3126  31.9929  -0.0097  0.0156  -0.0152
O  -5.3031  0.262  24.1642  0.0011  -0.0008  -0.0044
O  5.3206  -4.7284  13.7513  -0.0183  -0.0025  0.0028
O  15.7135  -1.2162  13.1045  -0.0033  0.0078  0.0067
O  6.0726  9.4518  27.1869  -0.0045  0.0022  -0.0018
O  3.1785  7.2907  12.5642  0.0064  -0.0023  0.0001
O  13.3738  12.8907  12.2072  -0.0016  -0.0134  0.0203
O  11.7261  12.6093  14.4448  0.002  -0.0013  -0.0101
O  6.9606  5.5703  27.6531  -0.0036  0.0071  -0.0004
O  12.9001  -0.6316  16.8041  -0.0004  0.002  0.0002

Results
free energy: -183608.198 eV
free energy less fixed offsets of O -568.88, Si -635.61 eV per atom: 1.422 eV

The program warned: the cutoff lies below the one the program advises for these potential files; the forces do not sum to zero within the program's tolerance; the exchange-correlation potential is rough where the density is thin.
